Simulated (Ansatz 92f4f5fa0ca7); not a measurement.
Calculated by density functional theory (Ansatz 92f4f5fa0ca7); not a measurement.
Periodic cell of 255 atoms, Si165O90, from a study of silicon, its oxide and their interface. The atomic structure is a simulated model.
Doubt: the cutoff is low for norm-conserving oxygen, so forces and energies are approximate.

Settings: functional HSE06; potential files SPMS norm-conserving; basis plane waves; wave-function cutoff 800 eV; density cutoff ratio 4; exchange-correlation grid ratio 1; k mesh 1 x 1 x 1, Gamma-centred; occupations fixed; spin none; net charge 0.

Cell vectors (angstrom)
a	10.938	0	0
b	0	10.938	0
c	0	0	37.4293

Atoms: element, x, y, z (angstrom)
Si	0	0	0.683
Si	5.469	0	0.683
Si	2.7345	2.7345	0.683
Si	8.2035	2.7345	0.683
Si	0	5.469	0.683
Si	5.469	5.469	0.683
Si	2.7345	8.2035	0.683
Si	8.2035	8.2035	0.683
Si	1.3673	1.3673	2.0503
Si	6.8362	1.3673	2.0503
Si	4.1018	4.1018	2.0503
Si	9.5708	4.1018	2.0503
Si	1.3673	6.8362	2.0503
Si	6.8362	6.8362	2.0503
Si	4.1018	9.5708	2.0503
Si	9.5708	9.5708	2.0503
Si	2.7345	0	35.3778
Si	8.2035	0	35.3778
Si	0	2.7345	35.3778
Si	5.469	2.7345	35.3778
Si	2.7345	5.469	35.3778
Si	8.2035	5.469	35.3778
Si	0	8.2035	35.3778
Si	5.469	8.2035	35.3778
Si	4.1018	1.3673	36.7451
Si	9.5708	1.3673	36.7451
Si	1.3673	4.1018	36.7451
Si	6.8362	4.1018	36.7451
Si	4.1018	6.8362	36.7451
Si	9.5708	6.8362	36.7451
Si	1.3673	9.5708	36.7451
Si	6.8362	9.5708	36.7451
Si	-1.3783	-1.5187	28.6253
Si	5.1082	0.5454	27.2784
Si	3.2614	2.1468	27.3204
Si	7.9873	2.9103	27.2719
Si	-0.2937	5.5961	27.3373
Si	5.6999	5.0907	27.1629
Si	2.6209	8.7388	26.7309
Si	8.483	7.8896	27.1563
Si	1.3759	1.3086	28.5034
Si	6.8366	1.3661	28.6064
Si	4.127	3.9741	28.5382
Si	9.5077	4.0433	28.6312
Si	1.3331	6.6583	28.6126
Si	6.8177	6.7662	28.428
Si	4.1178	9.6578	28.3506
Si	11.0475	10.6238	27.3172
Si	2.7332	-0.0555	29.8876
Si	8.1946	-0.0678	29.8965
Si	0.0229	2.6843	29.8899
Si	5.508	2.728	30.0024
Si	2.7546	5.344	29.915
Si	8.165	5.4744	29.9416
Si	0.0555	8.1369	29.9774
Si	5.4298	8.1864	29.7326
Si	4.0991	1.3229	31.2759
Si	9.5761	1.319	31.2509
Si	1.3636	4.0374	31.2992
Si	6.8439	4.1128	31.3431
Si	4.1108	6.8164	31.1972
Si	9.5793	6.7925	31.3048
Si	1.3943	9.5471	31.3068
Si	6.7903	9.5095	31.2175
Si	0.0051	-0.0226	32.6461
Si	5.4647	-0.0461	32.6264
Si	2.7406	2.6905	32.657
Si	8.2209	2.705	32.643
Si	0.0004	5.4242	32.6585
Si	5.4593	5.4906	32.6466
Si	2.7541	8.1588	32.6306
Si	8.1921	8.1869	32.6229
Si	1.3561	1.3531	34.0193
Si	6.8272	1.3448	33.9968
Si	4.0953	4.1008	34.0043
Si	9.5646	4.0791	34.0218
Si	1.3637	6.8193	34.0056
Si	6.8338	6.8381	34.0133
Si	4.0961	9.5489	34.007
Si	9.5574	9.561	34.0025
Si	2.744	0.0126	3.4108
Si	8.223	0.0346	3.4144
Si	-0.0085	2.7474	3.4248
Si	5.4748	2.7528	3.4214
Si	2.721	5.4652	3.4314
Si	8.2111	5.4755	3.4195
Si	0.0118	8.2001	3.4199
Si	5.4895	8.2267	3.4177
Si	4.0695	1.4193	4.7783
Si	9.5455	1.4256	4.8159
Si	1.3245	4.113	4.8222
Si	6.8747	4.0908	4.7988
Si	4.1108	6.8517	4.757
Si	9.5752	6.8413	4.7916
Si	1.3687	9.5983	4.7719
Si	6.8595	9.6249	4.7767
Si	-0.0033	0.0559	6.1206
Si	5.4999	0.1079	6.106
Si	2.6629	2.7219	6.1909
Si	8.1968	2.7548	6.2837
Si	-0.0829	5.439	6.2169
Si	5.5044	5.489	6.0882
Si	2.7573	8.2377	6.1149
Si	8.2787	8.2926	6.1301
Si	1.2641	1.3555	7.6083
Si	6.7848	1.3994	7.6502
Si	4.1138	4.1136	7.4196
Si	9.528	4.093	7.7575
Si	1.3112	6.8894	7.4258
Si	6.8954	6.8962	7.3841
Si	4.1399	9.6885	7.4018
Si	9.6126	9.7034	7.5513
Si	3.8422	1.4077	10.2863
Si	8.1729	0.0122	9.0218
Si	-0.1683	2.5408	9.16
Si	5.2781	2.7377	8.9603
Si	2.796	5.5816	8.6634
Si	8.1836	5.6888	8.9453
Si	0.1279	8.3574	8.8475
Si	5.6229	8.3823	8.6489
Si	2.7253	-0.0363	8.8423
Si	9.4708	1.1524	10.6537
Si	1.4202	3.4113	10.6254
Si	6.505	5.1815	10.5399
Si	4.1307	7.1026	9.7958
Si	9.516	7.2011	10.1242
Si	1.8551	9.235	10.2505
Si	7.1082	9.2865	10.267
O	5.7224	0.2767	25.7629
O	9.5969	6.737	26.7605
O	2.6625	2.3714	11.0141
O	1.5964	11.2431	13.0512
O	10.0947	0.1003	26.0346
O	3.992	6.6982	23.5993
O	6.0546	3.6676	10.0952
O	-0.4221	0.0515	11.3038
O	7.0671	5.0767	12.0772
O	4.7563	0.5274	11.3728
O	12.9446	15.6266	9.8039
O	5.1946	6.1892	10.7075
O	0.6307	4.0473	11.9627
O	8.3221	8.207	10.7844
O	8.7019	1.8486	11.9654
O	3.0952	8.1584	10.5901
O	0.4585	4.9774	26.021
O	2.9982	8.5483	25.1407
O	8.6926	2.3389	25.9022
O	1.2661	9.6437	26.6931
O	5.0625	5.588	25.7291
O	2.2941	-3.6581	27.3928
O	8.0331	8.5522	25.7185
O	6.6425	9.6706	23.7946
Si	3.3742	5.5909	13.3244
Si	9.4542	-6.4244	22.2758
Si	4.5823	4.8538	17.5426
Si	11.6821	10.1715	12.1202
Si	5.8581	-0.5409	12.0102
Si	3.4835	12.1352	22.701
Si	-0.1998	11.5845	18.5132
Si	0.0718	7.8657	14.217
Si	11.1231	-7.4452	19.7723
Si	4.8145	8.3315	14.2048
Si	8.89	-1.7337	19.1317
Si	2.6631	-3.3624	23.8634
Si	5.3344	6.0095	24.1736
Si	-4.7489	4.3962	13.2835
Si	2.3718	9.1739	15.8187
Si	7.509	8.353	24.182
Si	11.561	5.6852	12.2255
Si	4.2341	11.482	19.9967
Si	-1.2347	1.8709	15.7248
Si	10.6171	-6.4881	16.9508
Si	9.285	7.2502	16.5694
Si	1.5264	11.9049	14.5567
Si	4.9177	3.9393	21.9923
Si	1.4677	7.8821	21.1472
Si	0.7055	5.1834	24.4269
Si	5.9087	11.0752	24.1539
Si	1.7831	2.5475	24.6003
Si	9.8583	1.4603	25.1866
Si	7.1781	11.4274	20.0664
Si	2.7566	5.1481	20.0542
Si	-4.4985	6.4109	15.6862
Si	9.2731	-3.4543	21.7339
Si	2.2116	-1.1455	18.6974
Si	-3.2315	1.6289	13.2802
Si	5.8446	2.8623	19.3488
Si	2.4955	3.698	15.6101
Si	-2.7609	1.6867	22.7457
O	4.0529	6.9922	13.7259
O	-0.8735	-0.6181	19.2839
O	12.4078	8.0802	15.0238
O	4.4274	0.134	23.4831
O	-0.5609	6.0391	16.6949
O	6.5545	5.1492	14.6695
O	4.4428	1.9947	19.2534
O	2.2769	8.8074	17.4029
O	2.0746	1.3999	23.486
O	3.7933	4.8429	21.257
O	2.5232	4.905	14.5266
O	8.6918	-2.7235	20.4023
O	-1.2105	8.0627	15.215
O	6.6216	2.8379	13.3851
O	10.4046	-6.6388	18.5568
O	3.8196	3.8106	16.548
O	1.3555	6.6462	24.1734
O	0.3219	2.2707	25.2422
O	-0.3847	6.3832	11.1379
O	6.8653	3.9955	26.7419
O	3.1455	0.6669	21.2018
O	12.8645	6.4653	20.493
O	10.8296	1.9154	19.5241
O	5.6523	4.7537	23.1888
O	4.2342	2.632	22.6528
O	8.8047	-5.0325	21.7036
O	-2.501	1.501	14.751
O	-5.8611	9.2984	12.933
O	6.0043	3.4886	20.8547
O	0.0551	6.3313	13.6262
O	4.5769	4.5279	12.9549
O	-0.704	4.9558	23.6445
O	7.5564	10.1527	19.1201
O	5.6838	0.1564	20.6498
O	14.8459	9.106	15.3039
O	2.3472	8.3471	22.4536
O	-2.7789	0.8443	21.332
O	10.5125	-7.0083	21.1991
O	2.9406	2.5184	25.7373
O	12.275	0.1696	18.2846
O	3.567	-5.4928	18.6686
O	7.0935	1.8331	19.1153
O	7.8299	-4.3857	16.4875
O	12.7108	3.8653	19.8165
O	8.7196	8.1877	23.1014
O	0.0334	1.5486	14.7694
O	5.8182	14.9718	18.2349
O	6.7895	1.3833	23.5568
O	10.8822	-3.2636	21.6656
O	2.5171	13.1753	14.8564
O	12.7782	-0.2452	15.5872
O	9.4229	1.1267	23.6545
O	9.213	-2.6302	17.8106
O	6.1968	7.8311	14.9117
O	1.1796	3.9488	16.5412
O	8.3813	3.3089	22.5649
O	1.7668	4.0391	23.9381
O	-1.3414	14.4017	16.1224
O	0.0093	9.0144	13.045
O	-9.3277	9.0106	19.9874
O	5.2134	6.1126	16.7244
O	-1.0233	1.0101	17.1249
O	2.2515	5.9959	12.1946
O	6.8798	0.2491	13.0184
O	3.7279	10.3256	18.9863
O	6.5976	7.016	24.1125

Results
free energy: -59012.569 eV
free energy less fixed offsets of O -447.96, Si -113.29 eV per atom: -3.319 eV
gap between the highest filled and lowest empty level on this k mesh: 1.357 eV

The program warned: the cutoff lies below the one the program advises for these potential files; the forces do not sum to zero within the program's tolerance; the exchange-correlation potential is rough where the density is thin.
